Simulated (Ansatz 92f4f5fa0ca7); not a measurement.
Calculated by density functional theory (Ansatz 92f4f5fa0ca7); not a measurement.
Periodic cell of 224 atoms, Si133O90H1, from a study of silicon, its oxide and their interface. The atomic structure is a simulated model.
Doubt: the cutoff is far below the 930 eV that the study's wrapper takes by default for these files, so forces and energies are approximate.
This geometry differs little from another in the collection (a relaxation step or a small displacement).

Settings: functional PBE; potential files Ansatz PAW; basis plane waves; wave-function cutoff 580 eV; density cutoff ratio 5; exchange-correlation grid ratio 1; k mesh 1 x 1 x 1, Gamma-centred; self-consistency stop 5e-08 eV per atom in the density residual; occupations fixed; spin none; net charge +1 e, with a uniform compensating background and no finite-size correction.

Cell vectors (angstrom)
a 10.938 0 0
b 0 10.938 0
c 0 0 32.4917

Atoms and the computed forces on them: element, x, y, z (angstrom), force x, y, z (eV/angstrom)
Si 0.3133 -0.1783 25.0463 0.0003 -0.0059 0.0172
Si 5.2251 0.4597 25.0326 0.0051 0.0194 -0.0047
Si 2.9258 2.6454 25.1209 -0.0013 -0.0026 0.0122
Si 7.9602 2.9834 25.0052 -0.0079 -0.0012 0.0132
Si -0.1807 5.7552 25.0152 -0.0061 0.0079 0.0166
Si 5.7521 5.2529 25.0347 0.0011 -0.0068 0.0199
Si 2.5366 8.5079 24.9799 -0.0045 0.0045 0.0148
Si 8.5059 7.9983 24.9455 0.0002 -0.0006 0.0303
Si 1.4017 1.3969 26.4047 0.0183 -0.0133 0.0033
Si 6.839 1.4537 26.4049 -0.0072 0.008 -0.0033
Si 4.1466 4.173 26.3986 0.0102 -0.0097 -0.0022
Si 9.5881 4.1351 26.291 -0.0091 0.0095 -0.0011
Si 1.3918 6.9149 26.3355 -0.0131 0.0131 -0.0044
Si 6.9004 6.8725 26.2994 0.0119 -0.0082 0.0001
Si 4.148 9.6483 26.265 -0.0174 0.0018 0.0049
Si 9.6063 9.6004 26.3011 0.0113 -0.0094 -0.0048
Si 2.7661 -0.0058 27.7268 -0.0079 0.0103 -0.0269
Si 8.2059 0.0028 27.6829 0.0011 -0.0021 0.0003
Si -0.0229 2.751 27.695 0.0021 -0.0035 0.0019
Si 5.4512 2.765 27.7684 -0.0038 0.0039 -0.0133
Si 2.7213 5.5094 27.7043 0.0047 -0.0055 0.0047
Si 8.2156 5.4735 27.7047 -0.0064 0.0047 -0.0155
Si -0.0116 8.2244 27.7206 -0.0034 0.0023 -0.0137
Si 5.4735 8.2199 27.6503 0.0061 -0.0074 0.0003
Si 4.1018 1.3673 29.0734 -0.0127 -0.0249 0.3751
Si 9.5708 1.3673 29.0734 -0.0724 0.0152 -0.0778
Si 1.3673 4.1018 29.0734 -0.0651 0.0764 -0.1411
Si 6.8362 4.1018 29.0734 0.1303 0.221 0.2662
Si 4.1018 6.8362 29.0734 0.091 0.2552 -0.1624
Si 9.5708 6.8362 29.0734 0.0262 -0.0013 0.1055
Si 1.3673 9.5708 29.0734 0.0672 0.0334 0.1197
Si 6.8362 9.5708 29.0734 -0.02 -0.028 -0.2439
Si 0 0 30.4407 0.0755 0.0071 -0.0297
Si 5.469 0 30.4407 -0.0059 0.0184 0.0051
Si 2.7345 2.7345 30.4407 0.0467 -0.0366 -0.0127
Si 8.2035 2.7345 30.4407 -0.0113 0.0146 -0.0079
Si 0 5.469 30.4407 -0.0105 0.0367 0.0006
Si 5.469 5.469 30.4407 0.0946 0.0214 -0.0178
Si 2.7345 8.2035 30.4407 0.0253 0.0273 -0.0112
Si 8.2035 8.2035 30.4407 0.0143 -0.0343 -0.0314
Si 1.3673 1.3673 31.8079 -0.0509 0.0232 0.0072
Si 6.8362 1.3673 31.8079 0.0107 0.0171 0.0097
Si 4.1018 4.1018 31.8079 -0.0463 0.004 -0.0426
Si 9.5708 4.1018 31.8079 0.0131 -0.0275 -0.0267
Si 1.3673 6.8362 31.8079 0.0438 0.034 -0.0051
Si 6.8362 6.8362 31.8079 -0.0368 0.0175 -0.0042
Si 4.1018 9.5708 31.8079 -0.0208 -0.0054 -0.0436
Si 9.5708 9.5708 31.8079 -0.0111 0.0157 -0.0286
Si 2.7345 0 0.6835 0.0413 -0.0246 0.0197
Si 8.2035 0 0.6835 0.0381 -0.0567 0.0237
Si 0 2.7345 0.6835 -0.029 0.0309 0.0116
Si 5.469 2.7345 0.6835 0.0123 -0.0153 -0.0008
Si 2.7345 5.469 0.6835 0.0699 -0.0275 0.0349
Si 8.2035 5.469 0.6835 0.0028 0.0415 0.0173
Si 0 8.2035 0.6835 -0.0061 -0.0586 -0.0046
Si 5.469 8.2035 0.6835 -0.0035 0.0023 0.0324
Si 4.1018 1.3673 2.0507 -0.0092 0.0365 0.0364
Si 9.5708 1.3673 2.0507 0.0637 0.0382 0.02
Si 1.3673 4.1018 2.0507 -0.0851 -0.0581 -0.0063
Si 6.8362 4.1018 2.0507 -0.1 -0.1023 0.0152
Si 4.1018 6.8362 2.0507 -0.1188 -0.0213 -0.0607
Si 9.5708 6.8362 2.0507 0.0119 0.1095 0.0034
Si 1.3673 9.5708 2.0507 -0.0181 0.0039 0.0194
Si 6.8362 9.5708 2.0507 -0.0317 -0.0313 -0.0038
Si 0 0 3.418 -0.077 0.1499 0.0643
Si 5.469 0 3.418 0.3486 0.1426 -0.2081
Si 2.7345 2.7345 3.418 -0.1549 -0.1058 -0.301
Si 8.2035 2.7345 3.418 0.0118 0.102 0.2718
Si 0 5.469 3.418 -0.1211 -0.1848 0.2661
Si 5.469 5.469 3.418 -0.0426 -0.074 0.2485
Si 2.7345 8.2035 3.418 -0.2318 -0.5353 -0.3373
Si 8.2035 8.2035 3.418 0.3011 -0.0279 -0.1278
Si 1.365 1.4014 4.7973 -0.0064 -0.0444 0.0123
Si 6.8596 1.3457 4.8119 0.0127 -0.0166 0.0298
Si 3.9885 4.1242 4.7817 -0.0197 0.019 0.0535
Si 9.5687 4.0788 4.8556 -0.0088 0.0079 -0.0082
Si 1.3515 6.8197 4.8069 -0.0234 0.0098 0.0298
Si 6.9413 6.759 4.7711 -0.0043 -0.0519 0.0437
Si 4.1789 9.4739 4.6736 0.0017 -0.0009 -0.0176
Si 9.5435 9.6095 4.787 0.0181 0.003 0.0843
Si 2.6826 -0.2452 5.9465 0.0327 0.1066 0.0483
Si 8.2029 0.0079 6.2784 -0.0254 0.0036 -0.0584
Si -0.0516 2.6862 6.2655 -0.0039 -0.0055 -0.013
Si 5.4028 2.7214 6.0873 0.0375 0.0342 -0.0173
Si 2.5734 5.3964 6.266 0.0267 -0.0203 -0.0558
Si 8.2136 5.3928 6.3289 0.0009 0.045 -0.01
Si -0.071 8.168 6.1289 -0.0114 0.0058 -0.0349
Si 5.5285 8.1328 6.0124 -0.0247 -0.0118 -0.0274
Si 4.0116 1.1583 7.1268 -0.1731 -0.0709 0.1928
Si 9.9236 1.0028 7.6424 0.0059 -0.0095 0.0632
Si 1.1028 4.0984 7.7576 0.091 -0.1015 0.3727
Si 6.4904 4.2263 7.5275 -0.011 -0.0279 0.0456
Si 4.3696 6.5386 7.2377 -0.0024 -0.0027 0.0575
Si 9.2424 7.1991 7.5422 0.0187 -0.0379 0.1095
Si 1.2191 9.6283 7.4491 -0.0221 -0.0073 -0.0164
Si 6.9174 9.3643 7.4717 0.0683 0.0585 0.183
O 9.6244 6.8553 24.5399 0.0015 -0.0021 -0.0169
O 4.0203 1.5145 24.6507 -0.0031 -0.0036 0.0017
O 8.0236 8.2337 7.9178 0.0035 -0.0294 -0.0717
O 3.5582 1.0705 8.6954 -0.0222 0.2732 -0.0304
O 6.8372 4.1065 24.5189 0.0008 -0.0008 -0.0128
O 1.3935 9.6176 24.5014 -0.0006 -0.0028 -0.0117
O 5.4199 5.4309 7.8803 -0.01 0.0366 -0.0181
O 0.1816 -0.1096 7.811 -0.0103 0.0111 0.0025
O 6.8111 3.3713 8.9096 -0.0161 0.0237 0.0036
O 6.251 9.9887 8.8551 0.0979 -0.0037 0.0211
O 9.9428 7.118 9.0414 -0.0561 0.0105 -0.0984
O 1.8984 9.161 8.8798 0.0119 -0.013 0.0147
O 5.8834 1.2157 10.3001 0.0538 -0.002 -0.0028
O 2.0252 3.1473 8.7236 0.0593 -0.0515 -0.0711
O 9.7127 1.4167 9.2165 -0.0319 -0.0179 0.0211
O 3.8864 7.5153 8.4409 0.0069 -0.0245 -0.0269
O 7.9363 8.5848 23.5233 -0.0023 0.0037 -0.0158
O 8.5165 2.2207 23.663 0.0011 -0.0014 -0.0076
O 5.0727 5.9145 23.7015 -0.0027 0.0024 -0.0079
O 2.3195 3.3136 23.7524 0.0014 0.0003 -0.0089
O 10.6501 0.6306 23.7556 -0.0032 0.0016 -0.0083
O 0.456 5.1788 23.6183 0.0048 -0.0032 -0.0088
O 3.2233 7.8548 23.6365 0.0007 -0.0028 -0.0098
O 5.5434 14.1494 19.3887 0.0039 -0.0058 -0.0006
Si 11.4968 2.3666 20.9008 -0.002 -0.0005 0.0044
Si 7.9253 9.3848 22.1003 0.0005 -0.0034 0.0068
Si 2.4962 5.1373 13.578 -0.007 -0.0047 -0.0026
Si 12.4364 7.3661 16.8801 -0.0008 0.0006 0.0001
Si 0.1059 -4.7514 9.7688 0.0107 -0.0146 -0.016
Si 11.0714 8.8854 14.8354 -0.003 0.0021 -0.0022
Si -1.2102 -5.0078 17.7861 -0.004 -0.0042 0
Si 1.6779 4.4753 22.8027 -0.0014 -0.0009 0.005
Si 4.7211 10.9675 17.0307 0.0018 -0.0026 0.0001
Si 7.0303 5.8077 16.506 0.0058 -0.0221 -0.0255
Si 5.88 2.8481 10.1727 -0.0259 -0.248 -0.0633
Si 2.9087 9.2764 18.7342 -0.0022 -0.0006 0.0009
Si 7.9383 3.8114 11.8676 0.0968 -0.0192 -0.079
Si 9.2507 1.0869 10.758 -0.0998 0.056 0.0012
Si 9.3293 1.6361 15.9769 0.0052 -0.0071 -0.0036
Si 2.8422 4.6872 16.6208 0.0024 -0.0046 -0.0019
Si -3.6749 3.4837 14.7331 -0.0315 0.0356 -0.0074
Si 6.5377 10.65 10.3411 -0.0296 0.2054 -0.1444
Si 16.1805 4.5398 18.5091 -0.0036 -0.0006 -0.0057
Si 5.0805 7.2541 19.9169 -0.0008 0.002 0.0059
Si -1.4935 1.1869 22.8066 0.0017 0.001 0.0068
Si 2.4195 2.3114 12.5775 -0.0055 0.0044 -0.0239
Si 5.5219 10.9284 22.0078 -0.0003 0.0011 0.0057
Si 0.3127 6.9286 12.8151 -0.0016 -0.0039 -0.0004
Si 13.9975 2.3361 9.6596 -0.0599 -0.0321 -0.1686
Si 11.1829 3.2359 17.8862 0.0006 -0.0002 -0.0001
Si 8.2261 7.9787 19.4659 -0.0014 0.0039 -0.0006
Si -6.0166 1.3866 14.3387 0.0213 -0.0186 -0.0253
Si -2.0688 -1.227 16.8265 -0.0012 -0.0026 0.0028
Si 3.0787 7.8677 12.413 -0.005 0.0051 0.0041
Si -5.7333 1.6401 19.5656 0.0015 -0.0009 0.0023
Si -0.0877 0.6921 13.3939 -0.0137 0.0025 0.0158
Si 3.9397 6.651 22.791 -0.0012 0.002 0.0065
Si 2.824 0.3961 20.8154 -0.0005 -0.0006 0.0048
Si 13.6506 7.8706 9.4747 -0.0046 -0.001 0.0068
Si 6.3894 8.6159 15.5735 -0.0124 0.0056 -0.0019
Si 5.3773 -1.3582 13.0338 0.0054 0.0241 -0.0059
O 6.654 5.0353 17.883 0.0036 0.005 -0.0266
O -0.2845 -4.6551 11.3912 -0.0001 -0.003 -0.0034
O 6.6353 4.8887 15.2375 0.0602 -0.0293 0.0072
O 2.2674 10.0291 20.0234 -0.0021 0.0028 -0.0022
O 0.0621 4.7925 8.8819 0.1428 -0.0531 -0.0878
O 1.0885 3.8123 21.4439 -0.001 -0.0001 -0.0032
O 1.6539 6.6425 9.6186 -0.0005 0.0189 -0.013
O -5.2822 0.0772 13.7215 -0.0083 0.0121 0.0091
O 14.3729 6.3996 13.074 -0.0004 0.0004 -0.0013
O 8.7568 11.3332 16.8721 -0.0036 0.005 -0.0008
O 5.4782 9.6992 16.3621 -0.0037 -0.0011 -0.0027
O -1.2453 1.1795 14.4404 0.001 0.0002 0.0011
O 2.5274 3.9369 12.4728 -0.0036 0.0039 0.0024
O 6.1234 8.465 13.9633 0.0063 -0.0143 0.0056
O 2.9274 4.4711 14.997 0.0018 0.0027 0.0074
O 6.358 3.5176 11.5566 0.0434 0.0623 0.0137
O 3.6986 1.727 13.3497 -0.0217 -0.0001 0.0058
O 15.1533 4.1586 17.3009 -0.0062 0.0026 0.0056
O -2.7798 13.705 15.8901 -0.0067 0.0048 -0.0034
O 0.9452 5.6778 13.6497 0.004 0.0017 0.0006
O 7.9165 9.1167 15.664 0.0114 0.0022 -0.0006
O 0.4999 2.4159 19.2745 0.0003 0.0019 -0.0045
O 4.6563 5.7539 19.4173 -0.0033 0.0012 -0.0026
O 8.2373 5.2244 11.135 0.0183 -0.1162 0.0455
O 11.0486 6.5978 17.1464 -0.0031 -0.0006 -0.002
O 2.7999 5.5667 22.3658 -0.001 0.0003 -0.0047
O 9.1695 6.692 19.1177 -0.0002 -0.0004 -0.0051
O 1.4578 8.0091 12.3846 0.0024 0.0006 -0.0036
O -5.3479 0.7523 18.231 -0.0027 0.0017 -0.0001
O 8.1241 -0.1009 10.6551 0.0026 0.093 -0.0452
O 11.431 -0.7243 13.959 0.0041 -0.0149 0.005
O 4.3358 3.3057 9.9238 -0.0635 -0.0357 -0.0325
O 4.2175 8.4001 19.1471 -0.0004 0.0021 -0.0035
O 8.6363 6.0525 16.5752 -0.0361 -0.0031 0.0076
O 1.6206 3.8686 17.2983 -0.0002 0.0013 -0.0031
O -0.6519 7.7997 13.8197 -0.0024 0.0047 0.0014
O 6.0133 2.5616 14.3059 0.0325 0.0479 0.0086
O 2.7171 6.2926 16.8578 -0.0017 -0.0007 -0.0008
O 10.0769 4.3958 18.1939 -0.0058 0.0063 -0.0048
O 4.3968 1.1158 15.8554 -0.0053 -0.0014 0.0167
O 3.5197 8.0399 10.8561 -0.006 -0.0033 -0.0176
O 3.7998 -1.8018 13.125 -0.0192 -0.008 -0.0036
O 8.6039 10.8508 22.2695 -0.0013 -0.0003 -0.0049
O -2.7184 3.8337 13.4639 -0.0339 -0.0235 -0.021
O 10.0378 2.0136 21.537 0 0.0012 -0.0053
O 8.6892 8.5561 20.9231 -0.0019 0.0008 -0.0048
O -4.9598 1.1418 20.9264 -0.0016 0.0011 -0.0055
O 5.8891 -1.25 11.4823 -0.0164 -0.0666 0.0513
O 1.4802 8.1357 15.4203 0.0011 -0.0004 0.0009
O 2.4063 1.759 11.0245 0.0378 0.0546 -0.1196
O 6.6553 7.5352 19.58 0.0008 0.0003 -0.0029
O 1.7245 -2.5697 18.1258 0 0.0016 -0.0005
O 1.563 12.1277 21.4367 0.0006 0.0003 -0.0047
O 8.7756 2.5429 11.2755 -0.0908 -0.0212 0.0369
O 3.3219 -0.5375 17.6268 -0.0015 -0.0016 0.0002
O 8.4916 -1.8321 18.293 -0.0007 -0.0033 0.0026
O 10.3331 -1.636 16.2314 0.0013 -0.0004 -0.0018
O -0.2995 2.2243 16.7328 -0.0019 0.004 0.0013
O 1.0798 1.8275 13.3474 0.0136 0.0116 -0.0077
O 6.3684 -1.3522 21.6198 -0.0013 0.0024 -0.0024
O 15.6269 7.2784 21.5013 -0.0002 0.0003 -0.0051
O 5.9415 0.2284 23.5692 -0.002 -0.0016 -0.0032
O -4.7425 7.1938 16.337 0.0056 -0.0154 -0.0029
O 3.6001 1.4464 19.8261 -0.0022 0 -0.0018
O 3.8944 -0.1561 21.9335 -0.0024 0.0014 -0.0055
O 10.3257 0.5114 11.847 -0.0272 0.0086 -0.0301
H 9.0339 5.7258 11.4035 -0.0314 -0.0221 0.0003

Results
free energy: -135757.275 eV
free energy less fixed offsets of H -15.97, O -568.88, Si -635.61 eV per atom: -5.975 eV

The program warned: the cutoff lies below the one the program advises for these potential files; the forces do not sum to zero within the program's tolerance; the exchange-correlation potential is rough where the density is thin.
